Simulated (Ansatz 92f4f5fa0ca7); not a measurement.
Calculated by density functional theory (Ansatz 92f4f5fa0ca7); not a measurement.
Periodic cell of 226 atoms, Si132O92As2, from a study of silicon, its oxide and their interface. The atomic structure is a simulated model.
Doubt: the cutoff is far below the 930 eV that the study's wrapper takes by default for these files, so forces and energies are approximate.
This geometry differs little from another in the collection (a relaxation step or a small displacement).

Settings: functional PBE; potential files Ansatz PAW; basis plane waves; wave-function cutoff 580 eV; density cutoff ratio 5; exchange-correlation grid ratio 1; k mesh 1 x 1 x 1, Gamma-centred; self-consistency stop 5e-08 eV per atom in the density residual; occupations fixed; spin none; net charge 0.

Cell vectors (angstrom)
a  10.938  0  0
b  0  10.938  0
c  0  0  31.9494

Atoms: element, x, y, z (angstrom)
Si  10.6179  0.0163  24.4215
Si  5.0661  0.1353  24.6645
Si  2.8146  2.3047  24.5287
Si  8.5577  2.4498  24.5603
Si  10.6959  5.5996  24.3337
Si  5.1491  5.6273  24.4502
Si  2.9786  7.9665  24.4031
Si  8.4054  7.8432  24.4107
Si  1.2863  1.1437  25.8409
Si  6.8078  1.3355  25.7389
Si  3.9809  4.0194  25.7313
Si  9.676  4.0358  25.8487
Si  1.332  6.8005  25.6658
Si  6.7975  6.7324  25.751
Si  3.9918  9.4776  25.9553
Si  9.4746  9.4506  25.7983
Si  2.6249  -0.1283  27.2901
Si  8.1308  -0.0621  27.1458
Si  0.0656  2.6651  27.2065
Si  5.442  2.7228  27.1139
Si  2.6594  5.4205  27.1091
Si  8.1798  5.3739  27.1371
Si  -0.0006  8.1522  27.1263
Si  5.5019  8.1489  27.1788
Si  4.0786  1.328  28.5005
Si  9.5359  1.3271  28.5021
Si  1.382  4.0673  28.5645
Si  6.8022  4.0591  28.528
Si  4.0796  6.7795  28.4868
Si  9.5505  6.783  28.4845
Si  1.2834  9.4763  28.622
Si  6.8203  9.5344  28.5644
Si  -0.034  -0.0034  29.9127
Si  5.4608  -0.004  29.8964
Si  2.7626  2.7168  29.9043
Si  8.1966  2.7199  29.8871
Si  -0.0046  5.4571  29.8905
Si  5.4596  5.4557  29.8892
Si  2.749  8.163  29.9039
Si  8.2241  8.1815  29.8896
Si  1.3673  1.3673  31.2657
Si  6.8362  1.3673  31.2657
Si  4.1018  4.1018  31.2657
Si  9.5708  4.1018  31.2657
Si  1.3673  6.8362  31.2657
Si  6.8362  6.8362  31.2657
Si  4.1018  9.5708  31.2657
Si  9.5708  9.5708  31.2657
Si  2.7345  0  0.6835
Si  8.2035  0  0.6835
Si  0  2.7345  0.6835
Si  5.469  2.7345  0.6835
Si  2.7345  5.469  0.6835
Si  8.2035  5.469  0.6835
Si  0  8.2035  0.6835
Si  5.469  8.2035  0.6835
Si  4.094  1.3844  2.0681
Si  9.5882  1.3523  2.0668
Si  1.3627  4.1095  2.0339
Si  6.8282  4.1328  2.0508
Si  4.1145  6.8363  2.022
Si  9.5791  6.8454  2.0619
Si  1.3663  9.5935  2.0593
Si  6.8228  9.623  2.0645
Si  0.042  0.0329  3.501
Si  5.4719  0.0619  3.4741
Si  2.706  2.7689  3.4146
Si  8.2477  2.7976  3.3706
Si  0.0586  5.5051  3.4159
Si  5.4799  5.5341  3.4296
Si  2.7611  8.2129  3.3517
Si  8.2496  8.2956  3.4041
Si  1.342  1.493  4.8782
Si  6.8764  1.5244  4.7849
Si  4.0108  4.2103  4.7479
Si  9.5973  4.1535  4.7692
As  1.2354  7.1011  4.8146
Si  6.8156  7.0283  4.7362
Si  4.0444  9.5898  4.7755
Si  9.5436  9.6711  4.8726
Si  2.7059  0.0367  6.1484
Si  8.2854  0.1911  6.1918
Si  -0.0132  2.8977  6.3103
Si  5.4457  2.8946  6.0693
Si  2.7024  5.6851  6.0692
Si  8.2307  5.6458  5.9672
As  -0.6681  8.8555  7.0204
Si  5.4772  8.3724  6.1988
Si  4.3693  1.2275  7.3295
Si  9.8216  1.2872  7.6782
Si  1.1525  4.6204  7.4894
Si  6.5766  4.6029  7.2419
Si  4.2703  6.8002  7.4969
Si  9.6128  6.6453  7.6113
Si  1.2343  10.1288  7.8454
Si  6.6701  10.0081  7.4521
O  9.5747  1.252  23.9816
O  4.0963  6.8158  23.9429
O  4.0033  1.2493  24.027
O  9.5277  6.7153  23.8923
O  -0.0276  5.6892  8.0228
O  5.519  0.1834  7.9241
O  0.2238  0.4547  8.2719
O  5.4587  5.6819  7.8446
O  7.5058  4.0247  8.4541
O  8.5939  6.9596  8.8952
O  2.1237  9.5765  9.1433
O  8.8477  1.7788  8.951
O  7.4056  9.4117  8.7973
O  3.5552  1.8949  8.5899
O  3.5191  7.3336  8.8956
O  2.0605  4.1231  8.7863
O  8.1264  3.499  23.3531
O  0.4323  4.9403  22.9512
O  1.8907  2.7527  23.2425
O  5.8196  4.9231  23.1155
O  5.5075  9.9902  23.5093
O  2.4334  8.701  23.0176
O  0.1804  10.0822  23.089
O  7.7655  8.5763  23.0656
Si  8.6249  7.7199  18.439
Si  8.7362  6.4155  13.674
Si  3.7445  1.5839  14.7356
Si  2.1028  5.7651  17.6409
Si  2.3837  3.1546  19.4883
Si  9.757  9.0751  12.0975
Si  1.3162  9.4328  22.0785
Si  9.1313  1.021  13.1997
Si  1.3558  5.1004  13.0475
Si  1.7377  8.2853  12.8187
Si  6.626  9.5565  22.4244
Si  4.4885  4.6268  15.7313
Si  8.1458  3.1101  9.6097
Si  0.8075  8.2596  19.2695
Si  6.9237  1.3577  21.0923
Si  8.1163  8.2921  9.7408
Si  10.8376  5.2439  15.631
Si  7.5389  9.5422  16.3267
Si  9.9072  2.0639  20.3063
Si  3.1694  8.566  9.9422
Si  6.6636  3.3589  17.4126
Si  1.1422  0.219  19.8029
Si  3.1804  2.8795  12.3023
Si  7.1881  5.4085  19.6812
Si  5.6816  8.7095  11.6107
Si  5.7291  6.1328  13.2403
Si  4.5962  9.7248  17.6243
Si  1.0022  3.6036  22.1768
Si  4.8664  1.4979  18.8033
Si  3.1585  3.1661  9.5096
Si  6.4127  10.8799  13.8104
Si  10.315  0.1616  15.9712
Si  5.6103  3.735  11.1759
Si  9.7847  3.9663  11.9208
Si  2.3009  9.9579  15.5414
Si  6.0391  8.1339  19.7972
Si  6.9202  3.9836  22.3711
Si  9.7228  2.8062  17.3805
O  7.1439  6.4389  14.0057
O  1.8481  7.0696  18.6937
O  10.2419  4.0849  16.5629
O  6.131  9.9848  17.0634
O  10.1072  0.759  14.4717
O  8.4075  6.1349  18.844
O  5.1325  0.7463  14.4495
O  5.687  2.0652  17.5222
O  8.3228  1.9452  20.5559
O  1.9504  4.3089  18.4025
O  6.9181  2.8786  10.6801
O  4.8156  2.7811  12.2317
O  5.9964  4.4047  16.3519
O  4.5286  3.9917  9.9445
O  10.67  2.7734  21.5652
O  9.6678  6.2084  15.013
O  5.9745  6.4976  19.837
O  4.0446  0.1868  18.2875
O  9.2169  10.6049  12.2831
O  2.7931  4.4141  12.7355
O  1.8951  10.7134  21.2065
O  3.9631  2.7389  19.3798
O  0.6873  10.0772  15.9585
O  1.2471  9.8132  18.8358
O  1.6835  1.6743  19.2702
O  8.9072  10.4375  16.5082
O  4.8369  8.5943  18.7866
O  9.4747  8.773  10.5156
O  6.7154  4.0967  18.8609
O  2.7981  1.7673  13.4021
O  5.7941  8.7797  21.2642
O  2.4937  2.5398  10.868
O  7.5969  4.8643  21.167
O  5.1225  7.5449  12.64
O  0.3886  9.1095  12.4707
O  7.5412  1.1167  13.5858
O  7.078  9.6935  14.7574
O  8.9322  5.0871  12.74
O  8.0672  8.0775  16.9117
O  6.1929  2.5868  21.9001
O  2.4072  9.109  14.1025
O  0.3707  4.5476  11.8693
O  0.7851  8.3318  20.9404
O  9.3165  3.9407  10.3669
O  9.6064  2.4413  12.5244
O  7.5839  8.5776  19.3935
O  2.5031  8.1533  11.3761
O  3.9201  3.0953  15.3937
O  0.753  4.518  14.4463
O  10.0217  3.0134  18.9733
O  9.1098  7.8648  13.0033
O  10.4894  0.5443  20.0797
O  5.9702  5.1218  11.9581
O  8.1241  2.7576  17.0219
O  3.51  5.5075  16.7598
O  4.6138  9.1691  10.4405
O  1.4544  6.7198  13.2189
O  4.7141  5.5235  14.3748
O  2.0198  3.8639  20.9197
O  10.5301  1.4521  16.9495
O  0.924  6.0984  16.5583
O  7.3061  10.9562  21.9334
O  5.9016  0.9255  19.9176
O  6.015  10.0865  12.4337
O  2.7995  0.5808  15.5952
O  6.984  8.0033  10.894
O  10.2104  8.0317  18.6961
O  3.4088  9.2305  16.5693

Results
free energy: -145949.110 eV
free energy less fixed offsets of As -4856.12, O -568.88, Si -635.61 eV per atom: 0.610 eV

Forces (eV/angstrom), in the order of the atoms: element, x, y, z
Si  -0.0036  0.0025  0.0058
Si  -0.0048  0.0011  0.0012
Si  -0.0003  -0.0025  0.0058
Si  0.0046  -0.0025  -0.0023
Si  -0.0023  0.0046  0.0007
Si  -0.0047  0.0048  0.0026
Si  0.0032  -0.0079  -0.002
Si  0.0018  -0.0024  0.0057
Si  0.0022  -0.0026  0.0042
Si  -0.0012  0.0002  0.0046
Si  -0.0031  -0.0009  0.0012
Si  -0.0013  -0.0025  0.0033
Si  -0.0046  -0.0002  0.0047
Si  -0.0005  -0.0029  0.0023
Si  -0.0051  0.0017  0.0085
Si  -0.0032  -0.0002  0.0012
Si  -0.0054  -0.0044  0.0024
Si  -0.0053  -0.0032  -0.0004
Si  0.0066  0.0037  0.0007
Si  0.0049  0.0082  -0.0047
Si  -0.0017  -0.0025  -0.001
Si  0.0006  0.0008  -0.0044
Si  0.0037  0.0003  0.0009
Si  0.0026  0.0027  -0.0014
Si  0.001  0.0036  0.0054
Si  0.0014  0.0094  0.004
Si  -0.0058  0.0058  -0.006
Si  0.0031  0.0053  0.0015
Si  -0.0002  0.0089  0.0071
Si  -0.0043  0.0163  0.0085
Si  0.0037  0.0204  -0.0172
Si  -0.0002  0.0073  -0.0069
Si  0.0199  0.0095  0.0025
Si  -0.0055  0.006  0.006
Si  -0.0006  -0.0142  0.0056
Si  0.002  0.0007  0.0063
Si  -0.0068  -0.0037  0.0056
Si  0.0084  0.0106  0.0007
Si  0.0097  0.0005  0.0092
Si  0.0007  -0.0262  -0.0026
Si  0.0124  -0.0055  -0.1082
Si  0.0374  -0.0175  -0.0233
Si  0.0753  -0.0663  0.056
Si  -0.0851  -0.1162  -0.0784
Si  0.0259  -0.1637  0.0306
Si  0.0728  0.0216  -0.1566
Si  -0.0336  -0.0567  -0.0341
Si  -0.1659  -0.1311  0.127
Si  0.0035  0.0678  0.0742
Si  -0.0534  0.0698  0.0304
Si  -0.0341  -0.0649  0.0113
Si  -0.0419  0.1367  0.1337
Si  -0.0294  -0.0828  -0.1233
Si  -0.0376  0.1156  0.036
Si  0.0029  0.1765  0.0933
Si  0.1817  0.2121  0.0236
Si  0.0066  -0.0193  0.0052
Si  -0.0014  0.0152  -0.0144
Si  -0.0308  0.0436  0.0106
Si  0.0185  0.002  -0.0045
Si  -0.0406  0.0158  0.0091
Si  -0.0192  0.0035  0.0193
Si  -0.0088  0.0167  0.0104
Si  -0.0097  0.0041  -0.01
Si  -0.0133  0.0069  -0.0159
Si  0.0148  -0.0148  0.0034
Si  0.0356  0.0313  0.0086
Si  0.0097  -0.0183  0.0153
Si  -0.0208  -0.0733  -0.087
Si  -0.027  -0.0279  0.0081
Si  0.0682  0.0297  -0.0851
Si  -0.0128  0.0178  -0.0094
Si  0.032  -0.0103  -0.0138
Si  0.0067  0.0182  0.015
Si  0.0676  -0.0646  0.011
Si  -0.0377  -0.0209  0.0427
As  0.0338  -0.0664  0.0651
Si  0.0231  -0.0162  -0.0018
Si  0.0272  0.0386  0.0242
Si  -0.0013  0.0018  -0.0488
Si  0.0277  -0.0386  0.0333
Si  -0.0091  -0.0139  -0.0722
Si  -0.0257  0.0216  0.0085
Si  -0.023  0.0229  -0.0548
Si  0.0106  -0.0472  0.0294
Si  0.009  -0.0249  0.0357
As  -0.0016  0.1172  0.0764
Si  -0.0201  0.012  0.0199
Si  -0.0127  -0.001  -0.0276
Si  -0.0877  0.0486  -0.0261
Si  -0.0048  -0.0048  -0.0406
Si  -0.013  -0.0365  -0.0426
Si  0.015  -0.0004  0.0019
Si  0.0256  -0.1006  -0.1351
Si  0.0263  -0.0321  -0.113
Si  -0.0175  0.0208  -0.0286
O  -0.0037  -0.0018  -0.0004
O  0.0007  -0.002  0.0016
O  0.0004  -0.0015  -0.0009
O  -0.0003  -0.0021  -0.0006
O  -0.0147  -0.0378  0.0272
O  0.0032  -0.0199  -0.0038
O  0.0012  0.1335  0.0925
O  -0.0162  0.0226  -0.0129
O  0.0107  0.002  0.0116
O  -0.0443  0.037  0.0505
O  0.0284  -0.0321  -0.0063
O  0.0073  0.0005  0.0105
O  0.0413  -0.0222  0.0119
O  -0.0119  0.0103  0.0075
O  -0.0041  -0.0032  -0.0191
O  0.0017  0.0011  -0.0193
O  -0.0026  0.0002  0.0012
O  0.002  -0.0022  0.0008
O  -0.0028  0.0031  -0.0015
O  0.0024  -0.0031  -0.001
O  0.0075  -0.0014  -0.0098
O  -0.0029  0.0022  0.0044
O  0.0019  -0.0028  -0.003
O  -0.0011  0.0034  0.0017
Si  -0.0009  -0.0014  -0.0056
Si  0.0051  -0.0034  0.0063
Si  -0.0043  0.0022  0.001
Si  -0.0036  -0.0008  -0.0003
Si  -0.0017  -0.0018  -0.0012
Si  0.0214  0.0012  -0.0003
Si  -0.0009  0.0029  0.0039
Si  0.0011  0.0033  0.0135
Si  0.0008  -0.0011  0.0088
Si  0.0046  0.0053  0.0076
Si  0.0002  0.0049  0.0009
Si  0.0009  -0.0006  0.0016
Si  -0.0023  -0.0042  0.0001
Si  -0.0021  0.0055  -0.0022
Si  0.0001  0.0009  -0.0023
Si  -0.0488  -0.0137  0.0297
Si  -0.0029  -0.0037  -0.0011
Si  -0.0016  -0.0063  0.0006
Si  -0.0002  0.0019  -0.0018
Si  0.0179  -0.0132  0.034
Si  0.0015  -0.0005  -0.0009
Si  0.0013  0.0048  -0.0057
Si  -0.006  0.0016  0.0145
Si  0.0005  0.0012  -0.0043
Si  -0.0028  -0.0087  0.0085
Si  0.0024  -0.0074  0.006
Si  0.0026  -0.0005  -0.0007
Si  -0.0007  0.0015  0
Si  0.0008  0.0011  -0.0052
Si  0.0193  -0.0183  0.0147
Si  0.0008  0.0048  0.0105
Si  -0.0041  -0.0007  -0.0004
Si  0.0127  -0.0088  0.0069
Si  -0.0024  -0.0032  0.0121
Si  0.0009  0.0001  0.0014
Si  0.0004  0.0006  -0.0021
Si  -0.0011  -0.0003  -0.0014
Si  -0.0023  -0.0006  0.0008
O  -0.0018  -0.001  0.0038
O  0.0017  -0.0021  0.002
O  0.0071  0.0077  -0.0034
O  0.001  0.0014  0.0044
O  -0.0019  -0.002  0.0004
O  0.0016  0.0004  0.005
O  0.0049  -0.0047  -0.0007
O  0.0016  0.0002  0.0003
O  0.0031  0.0035  0.004
O  0  0.0081  -0.0002
O  0.0001  -0.0048  -0.006
O  0.0036  -0.0039  -0.0011
O  -0.0003  0.0022  0.0054
O  -0.0038  -0.0013  -0.0041
O  -0.0038  -0.0005  0.0013
O  -0.003  0.0001  0
O  0.001  0.0002  0.0058
O  -0.0004  -0.0025  0.0021
O  -0.0008  -0.0088  -0.0104
O  -0.0011  0.0006  -0.0044
O  -0.0006  0.0012  0.0008
O  0.0012  0.0001  0.0052
O  -0.0004  0.0003  0.0023
O  -0.0004  -0.0015  0.0017
O  -0.0004  0.0024  0.0053
O  0.0018  0.002  0.0036
O  -0.0034  0.0031  0.0013
O  0.0122  0.0091  -0.0436
O  -0.0024  -0.0024  -0.0001
O  0.0001  0.0003  -0.0033
O  -0.0016  -0.0012  -0.0007
O  -0.0023  0  -0.0001
O  0.0006  0.0037  -0.0007
O  0.0025  0.0017  -0.0082
O  -0.0106  0.0013  -0.0035
O  0.0012  -0.0028  0.0008
O  -0.0018  -0.0007  -0.0041
O  -0.0022  0.0024  0.0007
O  -0.0015  0.0005  0
O  -0.0018  -0.0003  0.0043
O  -0.0017  -0.0056  -0.0008
O  0.0057  -0.0013  -0.0029
O  -0.0007  -0.0027  -0.0007
O  0.0046  -0.0074  -0.0189
O  0.0018  -0.0083  0.0034
O  0.003  0.0006  0.0033
O  0  -0.0076  -0.0023
O  -0.0004  -0.0026  0.0032
O  0.0064  -0.0027  -0.0025
O  -0.0008  0.0026  0.0002
O  0.003  0.0027  -0.0163
O  -0.0006  -0.002  0.0043
O  0.0013  -0.0009  -0.0046
O  -0.0024  -0.0012  0.0033
O  0.005  -0.0045  -0.0022
O  0.0074  -0.0014  -0.0081
O  -0.0014  -0.0098  0.0015
O  -0.0037  0.0007  0.0026
O  0.0026  -0.0003  -0.001
O  0.0007  -0.0084  0.0019
O  0.0003  0.0015  0.0044
O  -0.0012  0.0014  0.0039
O  -0.0041  0.0016  0.0029
O  -0.0005  -0.0064  -0.0093
O  -0.0006  -0.0004  0.0061
O  0.0062  0.0012  -0.01
O  -0.0002  0.0006  0.0048
O  -0.0026  0.0008  0.0019

The program warned: the cutoff lies below the one the program advises for these potential files; the forces do not sum to zero within the program's tolerance; the exchange-correlation potential is rough where the density is thin.
